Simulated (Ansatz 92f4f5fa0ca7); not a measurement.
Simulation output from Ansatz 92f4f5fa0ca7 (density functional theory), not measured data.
Periodic cell of 215 atoms, Si132O82As1, from a study of silicon, its oxide and their interface. The atomic structure is a simulated model.
Doubt: the cutoff is far below the 930 eV that the study's wrapper takes by default for these files, so forces and energies are approximate.
This geometry differs little from another in the collection (a relaxation step or a small displacement).

Settings: functional PBE; potential files Ansatz PAW; basis plane waves; wave-function cutoff 580 eV; density cutoff ratio 5; exchange-correlation grid ratio 1; k mesh 1 x 1 x 1, Gamma-centred; self-consistency stop 5e-08 eV per atom in the density residual; occupations fixed; spin none; net charge +1 e, with a uniform compensating background and no finite-size correction.

Cell vectors (angstrom)
a	10.938	0	0
b	0	10.938	0
c	0	0	31.5432

Atoms: element, x, y, z (angstrom)
Si	10.4365	0.5732	24.331
Si	6.0467	10.5023	24.14
Si	2.1302	3.246	24.0714
Si	8.7027	2.2559	24.2991
Si	0.5026	5.0542	24.1558
Si	5.0574	5.8904	24.1849
Si	3.3972	7.6497	24.1542
Si	7.8331	8.8279	23.979
Si	1.3422	1.4818	25.4493
Si	6.9246	1.295	25.4972
Si	4.0276	4.0976	25.3156
Si	9.6723	4.0926	25.4143
Si	1.5004	6.8122	25.3647
Si	6.9013	6.9478	25.2302
Si	4.2345	9.5314	25.337
Si	9.5277	9.641	25.4287
Si	2.7814	0.0073	26.6313
Si	8.2294	-0.0288	26.9387
Si	0.018	2.7672	26.9106
Si	5.4517	2.7315	26.6553
Si	2.7625	5.4353	26.8272
Si	8.2306	5.5225	26.6172
Si	0.0413	8.2108	26.6413
Si	5.5601	8.1972	26.7825
Si	4.1107	1.3654	28.0645
Si	9.5975	1.3697	28.2348
Si	1.3962	4.1202	28.2283
Si	6.8429	4.1302	28.0069
Si	4.1629	6.8219	28.1279
Si	9.5994	6.8499	28.0453
Si	1.3922	9.5936	28.0315
Si	6.8508	9.5337	28.2314
Si	0.0538	-0.0229	29.5192
Si	5.4534	0.011	29.4845
Si	2.7644	2.7054	29.5173
Si	8.1728	2.7717	29.4654
Si	-0.0153	5.4988	29.4911
Si	5.5124	5.4476	29.4838
Si	2.7518	8.2153	29.4233
Si	8.2579	8.1674	29.5234
Si	1.3942	1.3541	30.9002
Si	6.821	1.3808	30.8314
Si	4.1485	4.0777	30.8668
Si	9.5521	4.1168	30.8367
Si	1.3689	6.8805	30.8149
Si	6.8801	6.7858	30.8798
Si	4.0732	9.5827	30.8316
Si	9.6075	9.5524	30.8885
Si	2.7505	-0.0241	0.7219
Si	8.1833	0.0047	0.652
Si	-0.0295	2.7457	0.6628
Si	5.4815	2.702	0.7112
Si	2.6807	5.4401	0.614
Si	8.2278	5.4319	0.7314
Si	0.0323	8.1804	0.7159
Si	5.5082	8.2482	0.6196
Si	4.12	1.3345	2.0813
Si	9.523	1.3806	2.0276
Si	1.3128	4.1258	2.0546
Si	6.8581	4.045	2.0745
As	4.0749	6.8615	2.0255
Si	9.6086	6.7995	2.0763
Si	1.3748	9.5578	2.0828
Si	6.8342	9.5815	2.0704
Si	-0.0595	-0.005	3.3527
Si	5.4719	-0.0166	3.5041
Si	2.6859	2.7179	3.3389
Si	8.1909	2.6826	3.5182
Si	-0.0214	5.4565	3.5353
Si	5.4777	5.4363	3.3773
Si	2.7064	8.2309	3.5512
Si	8.2307	8.1853	3.3775
Si	1.2818	1.3693	4.6822
Si	6.8411	1.2993	4.9342
Si	4.0324	4.1129	4.6644
Si	9.5295	4.058	4.9145
Si	1.3458	6.8451	4.9279
Si	6.8394	6.8205	4.7012
Si	4.1265	9.5686	4.924
Si	9.5665	9.568	4.7585
Si	2.6054	0.042	6.1111
Si	8.2255	-0.1367	6.2863
Si	-0.0267	2.6437	6.2131
Si	5.3722	2.7689	6.0765
Si	2.7481	5.4262	6.1744
Si	8.0875	5.4346	6.1916
Si	-0.0103	8.3026	6.2471
Si	5.569	8.148	6.183
Si	3.466	1.9402	7.1888
Si	10.017	0.8266	7.4908
Si	1.7562	3.6505	7.3729
Si	6.2038	4.5194	7.3978
Si	4.6391	6.3069	7.2823
Si	9.1631	7.1853	7.3423
Si	0.8898	10.1562	7.5381
Si	7.4171	8.8878	7.516
O	4.5805	6.61	8.9006
O	1.3678	3.9691	8.9513
O	9.7507	6.5344	8.7452
O	1.3035	10.11	9.157
O	6.0634	4.2082	9.0262
O	3.7105	1.6085	8.7686
O	7.1452	8.965	9.1559
O	9.6436	1.0727	9.0832
O	8.2312	2.5376	22.7498
O	10.9921	5.5589	22.6477
O	5.6282	0.1031	22.643
O	5.2956	5.3982	22.6275
O	2.1522	2.7971	22.476
O	3.33	7.8578	22.51
O	8.3859	8.7448	22.4093
O	-0.159	11.2288	22.7522
Si	2.1567	2.9677	12.8959
Si	8.6802	1.3111	10.3774
Si	1.0631	4.5001	15.3471
Si	7.5425	5.5821	12.2048
Si	2.4161	8.1817	21.202
Si	5.4065	7.7883	12.4806
Si	9.2649	0.4519	15.5071
Si	2.9145	-0.0366	16.6613
Si	10.4705	1.1554	12.6152
Si	7.7643	2.8308	21.2283
Si	9.1255	8.7822	14.4674
Si	1.4682	4.7719	10.3743
Si	4.4859	9.4839	19.1307
Si	11.0751	6.0998	21.1094
Si	6.6151	10.448	14.8506
Si	5.39	0.7327	21.1653
Si	2.3423	9.8016	10.3964
Si	0.4334	10.633	21.3774
Si	5.854	5.2544	21.1132
Si	3.6355	7.0824	10.1207
Si	9.0426	5.6837	14.8436
Si	3.6567	4.0849	19.0851
Si	10.0321	3.6621	19.3194
Si	4.2539	8.6713	15.3672
Si	0.4544	1.919	17.1598
Si	6.7946	7.5338	19.2393
Si	5.2586	3.6249	16.7391
Si	7.7835	5.009	17.5249
Si	6.6576	9.9251	10.3895
Si	4.3809	1.0457	10.114
Si	-0.0401	9.0889	11.911
Si	9.1046	8.6335	20.9285
Si	4.5572	1.6671	14.5817
Si	2.4482	2.0835	21.0351
Si	6.33	3.3355	10.3836
Si	3.4307	5.9177	16.7301
Si	9.8779	6.5364	10.3672
O	0.1258	2.6293	18.5899
O	2.9231	9.6364	15.5859
O	10.8615	4.8038	20.149
O	7.5809	2.4094	9.9327
O	10.9257	5.3468	10.815
O	6.5907	6.7368	12.8616
O	10.3181	8.0628	10.7797
O	7.6626	9.455	14.0002
O	8.4074	6.2092	10.9736
O	5.3598	10.477	20.0764
O	2.1689	3.7323	11.433
O	7.9759	8.5471	19.7526
O	6.2079	6.7326	20.5421
O	5.5124	2.7181	15.4075
O	1.3061	0.9269	20.6974
O	6.0378	9.0532	11.6252
O	4.6205	4.992	16.1113
O	6.5935	3.9031	17.6391
O	10.5251	10.6684	11.8115
O	5.5819	0.497	13.9908
O	8.0196	5.0821	15.9298
O	9.7308	9.8127	15.5893
O	-0.3967	5.1526	15.1261
O	1.575	6.8317	20.805
O	1.5026	0.64	17.1828
O	6.598	1.7691	20.8027
O	1.0179	1.7866	12.8334
O	3.2413	5.4984	18.3242
O	9.5311	2.014	11.5889
O	1.0126	3.0996	16.1818
O	8.5824	5.1423	13.376
O	10.2707	8.5766	13.3145
O	1.4463	9.3978	21.6804
O	10.079	9.9389	20.6061
O	3.1789	0.2065	10.8767
O	5.0759	2.3539	10.8327
O	1.7362	4.153	13.9145
O	7.9117	10.8706	10.8591
O	9.1323	4.4686	18.2343
O	5.6351	9.498	15.7741
O	5.5304	-0.0364	9.7375
O	3.5967	2.3086	13.3936
O	1.9785	5.6456	16.0479
O	9.7147	1.0425	14.0466
O	4.3815	6.9417	11.543
O	4.7524	4.4856	20.2139
O	9.952	1.3404	16.6575
O	6.6647	4.3182	11.6432
O	5.5845	8.4059	18.5719
O	9.0793	2.7345	20.2733
O	3.604	1.1366	15.7837
O	4.2142	3.0775	17.8994
O	9.9204	7.2224	20.8896
O	3.3391	8.6556	9.8112
O	3.9314	7.428	16.3775
O	7.631	0.4813	15.7036
O	8.9166	7.2955	15.0471
O	3.9322	1.4385	21.1461
O	1.5891	9.1326	11.6971
O	2.324	6.1388	10.1521
O	7.3508	6.4589	18.1428
O	7.2188	4.3642	21.1228
O	4.5418	8.2408	13.8
O	3.3359	8.66	19.9558
O	2.4918	3.2415	19.8715
O	3.7441	10.3711	17.9743

Results
free energy: -135411.167 eV
free energy less fixed offsets of As -4856.12, O -568.88, Si -635.61 eV per atom: -6.367 eV

Forces (eV/angstrom), in the order of the atoms: element, x, y, z
Si	-0.0001	0.0025	0.0179
Si	0.006	-0.0028	0.0214
Si	0.0006	0.0035	0.0222
Si	0.0019	-0.0061	0.0215
Si	0.0057	-0.0059	0.0231
Si	-0.0031	0.0077	0.0219
Si	0.0023	-0.005	0.0207
Si	-0.009	0.0005	0.0224
Si	0.0039	-0.0063	-0.0107
Si	-0.0064	0.0053	-0.0124
Si	0.0018	-0.0007	-0.0068
Si	-0.0028	0.0049	-0.0114
Si	-0.003	0.004	-0.0085
Si	0.0017	-0.0047	-0.0061
Si	-0.0028	0.0006	-0.0063
Si	0.0045	-0.0055	-0.0125
Si	-0.0017	0.0012	0.0009
Si	-0.0019	-0.0028	0.0387
Si	0.0018	0.0004	0.0353
Si	-0.0009	-0.0001	-0.0006
Si	0.0055	0.0004	0.0262
Si	-0.0024	0.0018	0.0012
Si	-0.0005	-0.0001	0.0003
Si	0.0009	-0.002	0.0213
Si	0.0023	-0.003	-0.0042
Si	-0.0004	0.0031	-0.0215
Si	-0.0086	0.0025	-0.0174
Si	-0.0021	0.0044	-0.0039
Si	0.0006	-0.0031	-0.0213
Si	0.0016	-0.0013	-0.0058
Si	0.0033	-0.0005	-0.0046
Si	0.008	0.0073	-0.0179
Si	-0.0025	0.0046	0.0052
Si	-0.0006	-0.0052	0.0087
Si	-0.0001	0.0038	0.0064
Si	0.0052	-0.0045	0.0086
Si	0.0086	-0.0025	0.0077
Si	-0.0022	0.0054	-0.0002
Si	0.003	-0.0021	0.0074
Si	-0.0071	0.0013	0.0045
Si	0.0059	-0.0062	-0.0022
Si	-0.0068	0.0056	-0.004
Si	0.0032	-0.0045	-0.0002
Si	-0.0073	0.0054	-0.0035
Si	-0.006	0.0019	-0.0012
Si	0.0041	-0.0041	0.0001
Si	-0.0019	0.0051	-0.0031
Si	0.0052	-0.0057	-0.0014
Si	0.0057	-0.001	0.0057
Si	-0.0033	0.0059	0.0063
Si	-0.0055	0.0053	0.0044
Si	0.0027	-0.0059	0.0044
Si	-0.0067	0.0014	-0.0007
Si	0.0065	-0.0016	0.0032
Si	0.0036	-0.0053	0.0063
Si	-0.0001	0.0066	-0.0015
Si	-0.0044	0.0032	-0.0116
Si	0.0047	-0.0068	-0.0001
Si	0.0044	-0.0047	-0.0041
Si	-0.0043	0.0037	-0.008
As	-0.0035	0.0035	-0.0107
Si	-0.0066	0.0068	-0.0068
Si	-0.0032	0.0022	-0.0075
Si	0.0009	-0.0023	-0.0052
Si	0.002	0.0067	0.0109
Si	-0.0014	0.0031	0.0029
Si	0.0099	0.0027	0.025
Si	-0.0018	-0.0016	0.0022
Si	-0.0045	0.006	0.0049
Si	0.0078	-0.007	0.0363
Si	-0.0041	0.0004	-0.0035
Si	0.0069	-0.0118	0.0143
Si	-0.0064	-0.0029	-0.0304
Si	0.0012	-0.0008	0.0017
Si	-0.0086	-0.0066	-0.0387
Si	0.0031	-0.0007	-0.0008
Si	0.0004	-0.0018	-0.0008
Si	-0.001	0.0009	-0.0287
Si	0.0037	-0.0009	0.0009
Si	-0.0015	0.0031	-0.0169
Si	0.0081	-0.0038	0.0105
Si	-0.0039	0.0007	0.0057
Si	-0.0027	0.0036	0.0115
Si	-0.0009	-0.0107	0.006
Si	-0.0009	0.0074	0.0085
Si	0.0033	0.001	0.006
Si	0.0021	-0.0046	0.0006
Si	-0.0049	0.0014	0.0095
Si	0.0034	0.0061	-0.0227
Si	0.0045	-0.0004	-0.024
Si	0.0051	-0.0098	-0.0299
Si	0.0012	0.0052	-0.0248
Si	-0.0019	0.001	-0.0207
Si	-0.0103	0.0065	-0.0219
Si	-0.0073	0.0018	-0.0237
Si	0.0049	-0.0025	-0.0289
O	-0.0093	0.0074	0.0265
O	-0.0061	0.0154	0.0329
O	0.0096	-0.0071	0.0326
O	0.0126	-0.0041	0.0276
O	0.0024	-0.0138	0.0341
O	0.0157	-0.0129	0.0439
O	-0.0087	0.0139	0.0358
O	-0.0128	0.0049	0.0279
O	-0.0111	0.0081	-0.0286
O	-0.0057	0.0119	-0.027
O	-0.01	0.0148	-0.0263
O	0.0102	-0.0085	-0.0291
O	0.0049	-0.0137	-0.0284
O	-0.0104	0.0072	-0.0252
O	0.014	-0.0028	-0.0257
O	0.0113	-0.0103	-0.0253
Si	-0.0046	0.0016	0.0014
Si	-0.004	-0.0039	-0.0104
Si	0.0033	-0.0038	0.0008
Si	-0.0055	-0.002	0.0017
Si	0.0037	-0.0079	0.0074
Si	0.0024	-0.0007	-0.0023
Si	0.0043	0.0033	-0.0016
Si	0.0045	-0.0002	0.0047
Si	-0.0009	-0.0009	0.0033
Si	0.0018	-0.0071	0.0034
Si	0.0045	-0.0039	0.0028
Si	-0.0043	-0.0019	-0.0122
Si	0.0012	0.0019	-0.0002
Si	0.003	0.002	0.0041
Si	0.0001	-0.001	0.007
Si	0.0049	-0.0074	0.0021
Si	0.0004	0.0112	-0.0065
Si	-0.0083	0.0058	0.0015
Si	-0.0038	0.0017	0.0096
Si	0.0061	-0.006	-0.011
Si	-0.0044	-0.0028	0.0009
Si	0.0009	-0.006	0.003
Si	-0.0029	0.0031	-0.0018
Si	0.0025	-0.0007	-0.0018
Si	-0.0018	0.002	0.0003
Si	0.0018	0.0025	-0.0032
Si	-0.001	-0.0013	0.0007
Si	0.0034	0.0046	-0.001
Si	-0.0018	0	-0.0175
Si	-0.0031	0.0068	-0.0158
Si	0.0055	-0.0045	0.0027
Si	-0.0001	0.0047	0.0032
Si	-0.0051	0.0014	0.0024
Si	-0.0071	0.0015	0.0068
Si	-0.0011	0.0036	-0.0117
Si	0.0005	-0.002	0.0016
Si	0.0041	-0.0063	-0.0098
O	0.0042	-0.0052	0.0007
O	-0.001	-0.0009	-0.004
O	-0.0045	-0.0115	-0.0022
O	0.0021	-0.0004	0.0013
O	-0.0026	0.0005	-0.0055
O	0.0008	0.001	-0.0075
O	0.0049	0.0126	0.0003
O	-0.0011	0.001	-0.0054
O	-0.0107	-0.0049	0.0013
O	-0.0051	-0.0096	-0.0004
O	0.0049	-0.0112	0.0077
O	-0.0092	-0.0033	-0.0017
O	0.0032	0.006	0.001
O	0.0003	0.0007	-0.002
O	0.0026	0.0019	0.0059
O	-0.0083	-0.0117	0.004
O	-0.0016	0.0014	-0.001
O	-0.0027	-0.0021	0.0022
O	-0.0009	0.0067	-0.0043
O	0.0004	0.0005	-0.005
O	0.0009	-0.0009	-0.0024
O	-0.0004	0.0001	0.0001
O	0.0009	0.0002	-0.0024
O	-0.0009	-0.0004	0.0069
O	0.0003	-0.0001	0.0012
O	0.0002	0.0023	0.0085
O	-0.0015	-0.0012	-0.0062
O	-0.0001	0.0042	-0.0006
O	0.0099	0.0001	0.002
O	0	0.0015	-0.0007
O	0.0052	0.0008	0.0035
O	-0.0081	0.0006	0.0052
O	-0.0005	0.0006	0.0048
O	-0.0028	-0.0033	0.0058
O	-0.0043	-0.0053	-0.0042
O	0.0013	-0.0001	-0.0062
O	-0.0035	0.0035	0.003
O	0.0014	0.0041	-0.0071
O	-0.0051	0.003	-0.0006
O	0.0009	0.0003	0.0001
O	0.0038	-0.0009	0.0026
O	0.0046	-0.0022	-0.0017
O	-0.0012	-0.0003	-0.003
O	-0.0037	-0.0032	0.0052
O	0.0107	0.0029	0.0069
O	-0.0102	-0.0043	-0.0026
O	-0.0008	-0.002	0.0019
O	0.0057	0.0103	-0.0002
O	-0.0011	0.0004	0.0036
O	0.009	0.0043	-0.0014
O	-0.0005	-0.0015	-0.0008
O	0.0044	0.0011	-0.0028
O	0	-0.0007	0.0073
O	-0.0026	0.0015	-0.0016
O	-0.0011	-0.0011	-0.0008
O	-0.0002	-0.0006	-0.001
O	-0.0006	0.0014	-0.0012
O	0.0026	0.0006	0.0082
O	-0.0107	-0.0031	0
O	-0.0003	-0.0005	-0.0041
O	0.0021	-0.0071	-0.0009
O	-0.0007	0.0008	0.0071
O	-0.005	0.0041	0.0062
O	0.0108	0.0062	-0.0047
O	0.0048	0.0112	-0.0036
O	-0.0059	0.0028	-0.0052

The program warned: the cutoff lies below the one the program advises for these potential files; the exchange-correlation potential is rough where the density is thin.
